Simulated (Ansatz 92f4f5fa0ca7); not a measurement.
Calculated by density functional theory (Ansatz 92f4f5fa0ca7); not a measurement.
Periodic cell of 300 atoms, Si196O104, from a study of silicon, its oxide and their interface. The atomic structure is a simulated model.
Doubt: the cutoff is far below the 930 eV that the study's wrapper takes by default for these files, so forces and energies are approximate.
This geometry differs little from another in the collection (a relaxation step or a small displacement).

Settings
functional: PBE
potential files: Ansatz PAW
basis: plane waves
wave-function cutoff: 580 eV
density cutoff ratio: 5
exchange-correlation grid ratio: 1
k mesh: 1 x 1 x 1, Gamma-centred
self-consistency stop: 5e-08 eV per atom in the density residual
occupations: fixed
spin: none
net charge: 0

Cell vectors (angstrom)
a  11.6015  0  0
b  0  10.938  0
c  0  0  41.7147

Atoms and the computed forces on them: element, x, y, z (angstrom), force x, y, z (eV/angstrom)
Si  0  0  0.9665  0.0023  0.0417  -0.0102
Si  3.8672  0  0.9665  0.007  0.038  -0.0044
Si  7.7343  0  0.9665  -0.0081  -0.0119  -0.0296
Si  1.9336  1.3673  0.9665  0.003  -0.051  0.0165
Si  5.8008  1.3673  0.9665  0.0016  0.0071  0.0157
Si  9.6679  1.3673  0.9665  0.0003  -0.0283  0.0031
Si  0  5.469  0.9665  -0.0047  0.0427  -0.0107
Si  3.8672  5.469  0.9665  -0.0101  0.061  -0.0108
Si  7.7343  5.469  0.9665  0.0154  0.0397  -0.0066
Si  1.9336  6.8362  0.9665  -0.0036  -0.0308  0.0205
Si  5.8008  6.8362  0.9665  -0.004  -0.0833  0.0105
Si  9.6679  6.8362  0.9665  0.0021  -0.0397  0.0084
Si  1.9336  2.7345  40.7476  -0.001  0.0327  0.0087
Si  5.8008  2.7345  40.7476  -0.0016  -0.0448  0.0455
Si  9.6679  2.7345  40.7476  0.0077  0.0074  0.022
Si  0  4.1018  40.7476  0.0111  -0.0597  -0.0213
Si  3.8672  4.1018  40.7476  0.0092  -0.095  -0.0277
Si  7.7343  4.1018  40.7476  -0.0121  -0.0555  -0.0165
Si  1.9336  8.2035  40.7476  0.0045  0.0134  -0.001
Si  5.8008  8.2035  40.7476  -0.0068  0.1055  -0.0438
Si  9.6679  8.2035  40.7476  0.0086  0.0577  -0.0366
Si  0  9.5708  40.7476  -0.0004  -0.0115  0.0361
Si  3.8672  9.5708  40.7476  -0.0025  -0.0082  0.0411
Si  7.7343  9.5708  40.7476  0.0027  -0.0036  0.0037
Si  0  0  4.8337  0.0472  -0.1324  0.0945
Si  3.8672  0  4.8337  0.018  -0.0696  0.137
Si  7.7343  0  4.8337  -0.0466  -0.0896  -0.3447
Si  1.9336  1.3673  4.8337  -0.0219  -0.0527  0.0643
Si  5.8008  1.3673  4.8337  -0.0172  -0.0505  -0.0728
Si  9.6679  1.3673  4.8337  0.0032  -0.0383  0.0357
Si  0  5.469  4.8337  0.0197  0.0093  -0.026
Si  3.8672  5.469  4.8337  -0.0565  0.035  -0.0377
Si  7.7343  5.469  4.8337  0.0098  0.0304  0.0501
Si  1.9336  6.8362  4.8337  0.0359  -0.1188  0.0578
Si  5.8008  6.8362  4.8337  -0.0503  -0.179  0.1315
Si  9.6679  6.8362  4.8337  0.0386  -0.2637  -0.1229
Si  1.9336  2.7345  2.9001  -0.0052  0.0338  -0.0335
Si  5.8008  2.7345  2.9001  0.0096  -0.0192  -0.0366
Si  9.6679  2.7345  2.9001  0.0029  0.0025  -0.0465
Si  0  4.1018  2.9001  0.0174  -0.0544  0.0346
Si  3.8672  4.1018  2.9001  0.0029  -0.07  0.0316
Si  7.7343  4.1018  2.9001  -0.0137  -0.0647  0.0413
Si  1.9336  8.2035  2.9001  -0.0034  0.0703  0.0434
Si  5.8008  8.2035  2.9001  0.0035  0.1065  0.0378
Si  9.6679  8.2035  2.9001  -0.0028  0.0555  0.0199
Si  0  9.5708  2.9001  -0.0036  -0.0193  -0.023
Si  3.8672  9.5708  2.9001  -0.0137  -0.0363  -0.0063
Si  7.7343  9.5708  2.9001  0.0135  0.0856  -0.0819
Si  -0.4802  0.0748  31.1422  0.0369  -0.0127  -0.0063
Si  1.4069  1.4295  31.1277  0.002  0.0282  -0.0133
Si  7.3289  0.5883  31.2624  -0.0341  -0.032  -0.0032
Si  3.0251  -0.2457  31.1488  -0.0105  -0.0183  -0.0156
Si  5.1964  0.5915  29.154  0.0056  0.0003  -0.0154
Si  9.4186  1.6533  31.1153  0.0084  0.0248  -0.0224
Si  0.0014  5.6612  30.8883  0.0361  -0.0722  0.0532
Si  4.3342  5.7845  30.4428  0.0857  -0.0901  0.0022
Si  7.8279  5.4974  31.051  -0.1635  -0.0644  -0.0159
Si  2.0898  7.8875  31.1361  0.0501  0.0436  -0.0821
Si  9.6461  6.8989  30.9018  -0.0197  0.0586  -0.0564
Si  6.1525  7.078  30.8239  0.1063  0.0533  -0.0219
Si  1.8745  2.7582  33.0198  -0.0099  -0.0006  0.0212
Si  5.9752  2.6964  33.1834  0.0164  -0.0034  -0.0145
Si  9.7328  2.9178  33.0736  0.012  0.0147  0.0408
Si  0.0853  4.2987  32.9374  -0.0082  0.004  -0.0315
Si  3.9557  3.8835  32.9497  -0.021  -0.0082  -0.0049
Si  7.7865  4.236  33.0689  0.0092  -0.0046  -0.0049
Si  1.9606  8.4626  33.3298  -0.0038  0.0367  0.0298
Si  5.8464  8.3548  32.8628  -0.042  -0.005  -0.0008
Si  9.6256  8.2476  32.9162  -0.0262  0.018  0.0618
Si  -0.0886  9.6682  33.0809  -0.0129  -0.0109  -0.0089
Si  3.9053  9.7464  33.1262  0.0396  0.0066  0.0445
Si  7.7399  9.7524  32.9097  0.0199  -0.0029  -0.002
Si  -0.037  0.0765  34.9972  0.009  0.0184  0.024
Si  3.9257  0.1269  35.0352  -0.0104  0.0073  -0.0187
Si  7.7866  0.0357  34.958  0.0043  -0.0012  0.0019
Si  1.9226  1.3982  34.9639  0.0011  -0.0011  -0.0241
Si  5.8874  1.4099  35.1162  -0.0055  -0.0205  0.0066
Si  9.675  1.4709  34.9727  -0.005  -0.0043  -0.0174
Si  -0.0362  5.5506  34.9263  -0.0169  -0.0101  0.0028
Si  3.8797  5.4578  34.8126  0.0155  -0.001  -0.0015
Si  7.709  5.5826  34.9715  0.0143  0.0029  0
Si  1.9356  6.8271  34.9908  -0.0036  -0.0174  0.0051
Si  5.7743  6.9154  34.8175  0.002  0.017  -0.0053
Si  9.6333  6.9248  34.9102  -0.0033  0.0088  -0.0207
Si  1.9288  2.7745  36.8816  -0.0025  0.0043  -0.0017
Si  5.8154  2.8141  36.9611  0.0046  0.0078  -0.0047
Si  9.6586  2.7891  36.9112  -0.0006  0.0008  -0.0025
Si  -0.0096  4.144  36.8554  0.007  0.0032  0.0033
Si  3.8691  4.1464  36.8332  -0.0057  -0.0098  0.0042
Si  7.7368  4.1627  36.8807  -0.0041  0.0001  0.0037
Si  1.9532  8.214  36.8986  0.0058  0.0193  0.0049
Si  5.7997  8.2155  36.8346  -0.002  -0.0015  0.0027
Si  9.6779  8.2222  36.8845  0.0024  0.0035  -0.0042
Si  0.0094  9.579  36.8822  -0.0097  -0.0053  -0.0105
Si  3.8775  9.5927  36.8853  0.0076  -0.0053  -0.0008
Si  7.7519  9.5763  36.8703  -0.0016  -0.0026  -0.0014
Si  0  0  38.814  0.0292  0.0602  0.0032
Si  3.8672  0  38.814  0.0106  0.0849  0.071
Si  7.7343  0  38.814  -0.0138  0.0354  -0.0882
Si  1.9336  1.3673  38.814  0.0002  0.1039  -0.0687
Si  5.8008  1.3673  38.814  -0.0016  0.0685  0.2502
Si  9.6679  1.3673  38.814  -0.0363  0.0466  -0.0019
Si  0  5.469  38.814  -0.0007  0.1384  -0.0477
Si  3.8672  5.469  38.814  -0.0268  0.1289  -0.1701
Si  7.7343  5.469  38.814  0.028  0.2804  0.157
Si  1.9336  6.8362  38.814  0.0144  0.0248  0.1536
Si  5.8008  6.8362  38.814  0.0194  0.0324  -0.2509
Si  9.6679  6.8362  38.814  0.0143  -0.0213  -0.0184
Si  1.9299  2.7172  6.7827  -0.0029  0.004  0.004
Si  5.7868  2.7502  6.7396  0.0083  0.0082  -0.0017
Si  9.6722  2.7471  6.7549  -0.0031  0.0029  0.0059
Si  0.0068  4.1062  6.7745  0.0033  -0.0098  -0.0002
Si  3.8547  4.0975  6.7655  0.0021  -0.0036  0.0035
Si  7.7257  4.1014  6.7799  -0.0059  -0.0104  -0.001
Si  1.9654  8.1466  6.8064  0.0028  0.0073  0.0043
Si  5.7845  8.1375  6.8176  -0.0033  0.0087  0.0012
Si  9.678  8.1534  6.7656  0  0.0091  -0.007
Si  0.0135  9.5028  6.7535  -0.011  -0.0059  0.0061
Si  3.8754  9.5373  6.7732  0.0019  -0.003  -0.0006
Si  7.7382  9.4737  6.6617  0.0079  0.0038  0.0021
Si  -0.0281  -0.0669  8.6626  -0.0073  0.0045  0.0059
Si  3.8739  -0.048  8.7124  -0.0039  -0.0005  0.0042
Si  7.7305  -0.0322  8.4685  0.0005  -0.0022  -0.0081
Si  1.902  1.2595  8.6669  -0.0034  -0.0006  0.0114
Si  5.8133  1.3035  8.5848  0.0044  -0.0081  -0.0014
Si  9.6669  1.3151  8.6318  0.0116  -0.0113  -0.0032
Si  0.0018  5.4886  8.7074  0.005  0.0041  0.0056
Si  3.8805  5.3027  8.7992  -0.001  -0.0058  0.009
Si  7.6986  5.4186  8.7635  0.0105  0.0013  -0.0011
Si  1.9722  6.7787  8.7832  -0.0015  -0.0037  0.0088
Si  5.76  6.7647  8.8056  -0.0089  0.0001  0.0062
Si  9.6284  6.8001  8.7209  -0.0017  -0.0022  0.0119
Si  1.8584  2.5512  10.6203  0.0002  0.0042  -0.0201
Si  6.0142  2.2969  10.6907  0.0052  -0.0119  0.0027
Si  9.7509  2.7184  10.5357  0.0136  -0.0067  -0.0097
Si  0.0677  4.0717  10.5782  0.0145  0.002  -0.0015
Si  3.6676  4.9722  12.4326  0.0171  -0.005  -0.0045
Si  7.752  3.9273  10.6165  -0.0063  0.0225  0.0149
Si  1.9661  8.2197  10.6951  -0.0023  0.0039  -0.0151
Si  5.8266  8.1776  10.7332  -0.0046  -0.0121  0.0129
Si  9.6343  8.2753  10.5709  -0.0005  -0.0265  -0.0026
Si  -0.0162  9.5627  10.6429  0.0117  0.0056  -0.0069
Si  3.9069  9.5975  10.717  -0.0064  0.0075  0.0045
Si  7.6829  9.5831  10.3709  -0.004  0.0144  -0.001
Si  -0.4082  -0.0923  12.6234  0.0033  -0.004  0.0075
Si  3.3387  -0.1431  12.7253  0.019  -0.0281  -0.0077
Si  7.3022  0.4164  11.8329  -0.001  -0.0059  -0.0043
Si  1.5145  1.2713  12.6128  -0.0067  0.0109  0.0081
Si  5.857  0.3767  14.3188  -0.0004  0.0082  0.0165
Si  7.9625  2.6142  14.904  -0.0038  -0.0007  0.0032
Si  0.2166  5.2808  12.6022  0.0024  -0.0009  -0.0054
Si  3.9522  3.628  10.5846  -0.0199  0.0141  0.0024
Si  5.7753  7.1069  12.8927  -0.0071  0.0016  -0.0242
Si  2.0597  6.6819  12.4956  0.0098  0.0027  0.0117
Si  8.0167  5.3626  13.5681  0.0224  0.0012  0.0056
Si  9.9856  6.5027  13.2569  -0.0192  -0.0306  0.011
O  7.7235  4.2287  14.7309  -0.0038  -0.0034  0.0044
O  7.7462  4.7219  12.0762  -0.0078  -0.0055  -0.0101
O  5.676  10.2972  15.5869  -0.0004  -0.0023  0.0038
O  5.1444  5.604  12.7327  0.0043  0.0096  0.0054
O  9.4888  7.467  12.0088  -0.0059  0.0292  -0.029
O  3.2399  4.0961  13.7688  -0.0008  0.0023  -0.0018
O  0.5401  4.3522  13.954  -0.0099  0.0041  -0.0043
O  10.4557  7.4124  14.5365  0.0057  0.0026  0.0058
O  11.0707  9.9514  14.0188  0.0018  0.012  -0.0116
O  13.2434  2.0073  14.1101  -0.0038  -0.0083  -0.004
O  6.5594  1.8194  14.6191  -0.0051  -0.008  -0.0005
O  4.8214  8.053  13.8173  0.0173  -0.0084  -0.0065
O  4.6342  10.3758  28.1798  -0.0003  0.0008  -0.0015
O  1.5273  2.2642  29.6926  -0.0043  -0.0252  0.018
O  7.7698  4.4865  29.7091  0.0314  0.0386  0.0333
O  2.4974  9.2979  30.352  -0.0119  -0.0411  0.0461
O  -1.9335  7.8958  29.5499  -0.0119  -0.0246  0.0301
O  -4.9685  0.1307  29.826  0.0173  0.0122  0.0157
O  12.1869  4.7623  29.6377  0.0047  0.0199  -0.0067
O  4.1285  4.4861  31.4078  0.0323  0.033  -0.0183
O  5.2908  2.0402  28.3787  -0.0033  -0.0032  0.0043
O  6.4668  7.8468  29.3517  -0.0241  -0.021  0.0309
O  0.3993  8.1863  28.2341  0.0011  -0.0084  0.0163
O  12.2359  7.2126  30.8128  -0.0637  0.0481  -0.0099
Si  13.122  7.8653  27.1132  0.0034  0.0047  -0.0081
Si  3.3681  8.3523  14.4994  0.0066  -0.0034  0.0027
Si  8.7268  3.5027  28.8249  -0.0022  -0.0063  -0.0224
Si  7.8984  2.3454  20.5905  -0.0036  0.0034  0.0048
Si  11.5245  8.8909  17.9777  0.0024  0  0.0064
Si  1.8716  3.5733  14.4931  0.014  0.0007  0.006
Si  10.665  3.8542  26.5843  -0.0002  0.0005  -0.0026
Si  -1.7875  13.2873  23.981  -0.0005  -0.0021  -0.007
Si  8.9663  8.8004  26.3071  -0.0063  0.0043  -0.0042
Si  6.7915  9.1394  21.718  -0.0004  -0.0003  0.0044
Si  10.6023  8.8997  15.1637  -0.001  -0.0008  0.006
Si  11.4375  6.0503  22.3466  -0.0012  -0.0057  -0.0021
Si  1.0003  10.6312  20.0512  -0.0005  0.0005  0.0091
Si  1.2638  2.6192  19.9574  -0.0048  -0.0042  0.007
Si  4.5159  4.8875  21.8008  0.0007  -0.0011  0.0032
Si  6.5818  6.5199  23.2004  -0.0008  0.0039  -0.0074
Si  9.3572  1.3778  12.4156  -0.0069  0.0109  0.0161
Si  5.8566  5.2331  26.1115  0.0092  0.0037  -0.0069
Si  2.6552  3.8395  17.5577  0.0021  0.0004  0.0034
Si  4.5585  1.3573  18.0183  0.0011  0.0001  0.0005
Si  4.0583  2.3383  23.2545  0.0015  -0.0013  -0.0036
Si  -0.9443  8.9392  28.7487  -0.0005  0.0122  -0.0174
Si  13.1755  7.7249  20.1654  0.0014  -0.0003  0.0053
Si  8.0926  -0.3435  23.8076  -0.0043  -0.002  -0.007
Si  3.352  5.296  27.6414  0.0048  0.0018  -0.0108
Si  8.668  9.3088  17.3962  -0.004  -0.0012  0.0025
Si  6.4594  2.3413  27.2555  -0.0063  -0.0022  -0.0032
Si  -2.758  4.7395  22.1679  -0.0014  0.0003  -0.0024
Si  10.6966  1.4334  21.4187  -0.0013  -0.0002  0
Si  4.5893  9.8053  16.7349  -0.0005  -0.003  -0.002
Si  6.4124  7.6443  27.7269  -0.0056  -0.001  -0.0046
Si  4.1314  9.4519  26.9574  0.0102  -0.0073  -0.002
Si  5.5169  0.4702  25.1438  -0.0014  -0.0025  -0.0069
Si  5.1922  11.685  21.0537  0.0009  -0.0011  0.0104
Si  4.0357  5.9951  19.1449  0.0029  -0.0018  0.0065
Si  7.688  1.4313  17.6567  0.0011  0.0019  0.0034
Si  1.1778  3.5212  28.7332  -0.0043  -0.0089  -0.033
Si  -0.5792  6.7405  25.2729  0.0003  -0.0008  -0.0051
Si  -5.3202  8.14  18.7428  0.0011  -0.0033  0.0079
Si  13.6203  4.1092  22.5964  0.0015  -0.0003  0.0034
O  2.5415  9.125  26.9509  -0.0038  0.001  -0.0042
O  3.6222  8.6399  16.0941  -0.0015  -0.0013  0.0024
O  10.2649  2.6997  25.4998  0.0009  0.003  0.0075
O  3.7545  0.2047  17.1684  -0.0027  -0.0003  -0.0016
O  5.59  6.0395  22.0264  -0.0031  -0.001  -0.0003
O  1.8498  12.0225  19.9259  0.0027  -0.0043  -0.0012
O  2.0226  3.452  21.111  0.0005  -0.0005  -0.0048
O  4.4708  10.247  25.5814  -0.0009  -0.0005  0.0053
O  9.8881  9.5509  27.434  0.0017  0.0011  0.0067
O  6.4989  8.133  22.9948  -0.0007  0  -0.0009
O  6.4858  -0.1578  24.0199  -0.0025  0.0028  0.0041
O  6.9328  8.3966  20.2436  0.0001  -0.0016  -0.0046
O  8.0602  5.9983  22.8122  0.0022  -0.0009  0.0009
O  9.1633  -1.5933  15.831  0.003  -0.001  -0.0009
O  9.4878  4.3213  27.6337  -0.0003  -0.0054  0.0029
O  11.7263  8.8186  16.3592  -0.0028  -0.001  -0.0017
O  14.7041  5.3302  22.4962  0.0001  0.0032  0.0003
O  4.9772  3.5338  22.5932  0.0002  -0.0015  0.0017
O  4.3914  4.7641  20.1752  -0.0019  0.0016  -0.0038
O  5.4312  6.7419  18.7215  0  0.0006  -0.0007
O  3.2686  5.3278  17.8635  -0.0014  -0.0009  -0.0017
O  -1.9343  7.3727  25.9246  0.0023  -0.0041  -0.0001
O  6.4969  1.0034  26.3288  0.0005  0.001  0.0031
O  2.3303  6.5484  27.5936  0.0044  -0.0116  0.0154
O  9.0959  1.446  21.2194  0.0047  -0.0026  0.0027
O  3.866  2.782  17.7411  0.0002  -0.0006  -0.001
O  8.4184  2.2005  16.4141  0.0007  -0.0004  -0.0019
O  11.0271  12.8004  22.9741  -0.001  0  0.0002
O  0.4925  10.3178  18.5307  -0.0025  -0.0034  -0.0066
O  4.5783  0.9315  19.5747  -0.0052  -0.0007  -0.0082
O  8.7971  9.6496  24.9321  0.0015  -0.0028  0.0027
O  2.0147  3.7972  16.0806  -0.0015  -0.0001  -0.0065
O  5.2661  9.283  18.1301  -0.0023  -0.0004  -0.0018
O  8.0032  3.9181  21.0343  0.0003  -0.0001  0.0007
O  17.1516  10.1456  21.4071  -0.0006  -0.004  -0.0009
O  7.8515  2.3616  28.079  0.0089  -0.0019  0.0048
O  2.5708  2.9415  23.6042  -0.0022  -0.0029  0.0025
O  6.0795  1.4683  17.4577  -0.0021  -0.0011  -0.0012
O  4.6852  1.7687  24.6267  0.0004  -0.0019  0.0015
O  0.1594  3.1205  27.5328  0.0094  0.0029  0.0087
O  10.1878  5.4069  21.514  0.0008  0.0009  0.0006
O  8.7486  12.0647  23.9964  0.0022  0.0023  0.0039
O  7.5106  8.5819  26.9887  0.0006  -0.0009  0.0003
O  0.6915  7.6879  18.7769  -0.0025  -0.0006  -0.0034
O  1.8003  9.3049  20.5901  -0.0004  -0.0011  -0.0015
O  4.2268  5.2309  26.2686  -0.0083  -0.001  0.0105
O  7.5221  8.1727  17.6717  0.0016  0.0003  -0.0023
O  6.3219  3.676  26.327  -0.0024  0.0037  -0.0047
O  12.3632  7.5736  25.6983  0.0008  -0.0014  0.0004
O  6.1889  5.9083  24.6585  -0.0031  -0.0054  0.0131
O  0.6163  4.7627  23.0108  -0.0035  0.0019  0.0011
O  -0.3158  2.5321  20.3528  0.0001  -0.0006  -0.0012
O  14.6336  7.057  19.8887  -0.0004  -0.0015  -0.0015
O  4.9478  8.0508  27.1134  -0.0063  0.0071  -0.0043
O  8.1742  10.8148  17.8052  0.0014  -0.0031  0.0008
O  8.1363  -1.0005  22.2837  0.0006  0.0005  0.001
O  -2.4494  3.716  23.3957  0.0004  -0.0019  0.0031
O  6.5253  -9.2538  21.1431  0.001  0.0009  -0.0017
O  6.6432  6.0983  27.2534  -0.0027  -0.0085  -0.0042
O  9.9304  8.8436  18.3212  0.0005  -0.0004  -0.0024
O  8.0436  2.2894  18.9811  0.0009  -0.0006  -0.0061
O  4.0417  1.1618  22.134  -0.0017  0.0012  0.0026
O  11.163  5.1979  25.8041  -0.0007  -0.0002  0.0014
O  1.4404  3.4249  18.568  -0.0029  0.0001  -0.0078
O  12.3663  6.934  21.3467  -0.0002  -0.0001  -0.0011
O  10.9195  6.8816  23.6471  -0.0008  -0.0001  0.005
O  11.3569  10.915  21.0905  -0.0011  -0.0018  0.0002
O  2.515  3.9405  27.911  0.0001  0.0034  0.009
O  6.2048  1.5823  31.9616  0.002  0.0169  0.0098
O  14.6251  6.6979  30.5966  -0.0698  -0.0291  0.0169
O  9.1549  2.1823  13.8678  0.0105  -0.0088  -0.015
O  -7.504  0.6805  30.3281  -0.01  0.0134  0.0098
O  2.7609  9.6909  13.8088  -0.0167  0.0161  -0.0002
O  7.1154  6.7435  13.7633  -0.0125  0.0072  0.0045
O  -0.5097  -0.7806  29.724  -0.004  0.0044  0.0041
O  4.4246  5.3676  28.8727  0.0026  0.0028  -0.0011
O  6.7764  -0.3904  13.2072  0.0099  -0.0086  -0.0061
O  2.3076  -14.7021  14.1147  -0.0124  -0.009  0.0025
O  9.7434  2.7078  29.8407  0.0034  -0.0091  0.0074
O  4.4583  11.6792  13.5638  -0.0146  0.0098  -0.0027

Results
free energy: -183741.790 eV
free energy less fixed offsets of O -568.88, Si -635.61 eV per atom: 1.290 eV

The program warned: the cutoff lies below the one the program advises for these potential files; the forces do not sum to zero within the program's tolerance; the exchange-correlation potential is rough where the density is thin.
